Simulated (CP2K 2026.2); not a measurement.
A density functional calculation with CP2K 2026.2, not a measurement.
Periodic cell of 516 atoms, Si360O156, from a study of silicon, its oxide and their interface. The atomic structure is a simulated model.
Doubt: the forces sum to 3.59 eV/angstrom along one axis rather than to zero, so they err by at least 0.0070 eV/angstrom per atom on average; the grid cutoff is modest.

Settings: functional PBE; method Gaussian and plane waves; basis set DZVP-MOLOPT-SR-GTH; pseudopotentials GTH-PBE; grid cutoff 350 Ry, relative cutoff 50 Ry; k points Gamma only; occupations fixed; spin none; net charge 0.

Cell vectors (angstrom)
a 16.32 0 0
b 0 16.32 0
c -2.2676 1.8452 34.536

Atoms and the computed forces on them: element, x, y, z (angstrom), force x, y, z (eV/angstrom)
Si 5.951 4.428 27.549 0.258 -0.187 -0.697
Si -0.082 4.905 30.899 -0.047 -0.127 -0.016
Si 13.874 9.403 30.018 -0.036 -0.008 -0.017
Si 10.74 5.432 31.952 -0.101 -0.102 0.002
Si 5.86 5.449 23.76 -0.209 -0.214 -0.507
Si 10.79 9.121 33.971 -0.032 0.044 0.079
Si 12.796 17.483 31.937 0.014 -0.009 0.511
Si 12.291 8.012 32.419 -0.32 0.228 0.445
Si 0.823 9.707 27.757 0.024 0 0.078
Si 1.072 2.645 33.875 0.056 -0.03 -0.12
Si 11.922 8.547 25.488 0.113 -0.05 0.022
Si -1.663 16.388 29.8 -0.136 -0.406 -0.44
Si 5.976 5.27 31.934 0.02 0.118 0.414
Si 4.999 2.519 31.776 -0.061 -0.108 -0.074
Si 1.999 2.818 31.739 -0.295 -0.196 0.447
Si 8.205 8.736 33.845 0.446 -0.177 0.351
Si 7.896 15.777 33.418 0.044 -0.076 -0.057
Si 2.6 15.095 27.761 -0.079 0.109 0.025
Si -0.638 17.226 34.111 -0.139 0.409 0.372
Si 0.574 4.909 33.75 0.272 -0.449 -0.036
Si -0.004 5.909 0.332 0.252 0.054 0.366
Si 1.809 7.486 0.295 0.003 -0.027 0.603
Si 16.145 10.711 0.246 -0.025 0.201 0.645
Si -0.942 12.674 32.144 0.083 0.061 0.112
Si 6.497 15.298 1.417 0.004 0.041 -0.024
Si 6.419 5.22 34.296 0.069 -0.035 -0.022
Si 2.749 7.086 34.493 0.071 -0.114 0.701
Si 0.048 10.011 31.814 -0.049 0.13 -0.031
Si 2.776 14.506 33.052 -0.173 -0.008 0.195
Si 0.247 15.35 31.655 -0.022 0.116 0.038
Si 11.099 0.16 0.352 -0.049 -0.027 0.717
Si 13.305 17.56 34.211 0.121 -0.094 0.048
Si 8.505 6.394 33.941 -0.324 0.218 0.497
Si 11.021 11.4 33.96 -0.332 -0.358 0.49
Si 10.62 15.646 32.389 0.173 0.13 0.619
Si 13.9 13.984 0.084 0.027 -0.079 -0.122
Si 14.979 1.168 1.217 -0.069 0.013 -0.041
Si 1.067 4.208 1.549 -0.456 0.362 0.423
Si 14.545 6.91 1.41 -0.107 0.054 -0.014
Si 1.194 9.382 1.543 0.044 -0.026 -0.005
Si 15.021 12.384 1.423 -0.052 -0.061 -0.064
Si 2.032 14.427 1.636 0.012 -0.017 0.065
Si 4.69 0.696 1.31 0.03 -0.031 0.051
Si 6.871 4.227 1.105 -0.037 -0.012 -0.003
Si 3.769 6.632 1.374 0.025 0.013 -0.02
Si 7.159 8.954 1.486 0.294 -0.298 0.447
Si 3.7 12.676 1.436 -0.221 0.137 0.601
Si 5.005 16.541 33.768 0.002 0.071 0.623
Si 9.444 1.54 1.235 -0.043 -0.059 -0.065
Si 12.18 3.956 1.259 -0.026 0.086 -0.046
Si 9.155 7.394 1.308 -0.013 0.035 0.11
Si 11.997 10.134 1.394 -0.026 -0.013 -0.05
Si 10.451 11.991 1.32 0.551 -0.209 0.421
Si 12.395 14.992 1.609 -0.017 0.133 -0.006
Si 13.724 16.368 2.861 0.027 0.001 0.009
Si -0.104 2.589 2.69 0.03 -0.054 -0.025
Si 13.449 5.346 2.696 0.055 0.007 -0.007
Si 16.041 8.158 2.852 -0.04 0.006 0.02
Si 13.621 11.058 2.813 0.062 -0.029 0
Si 0.14 13.609 2.788 -0.019 0.051 -0.011
Si 2.97 16.228 2.796 -0.022 0.036 -0.041
Si 5.558 2.665 2.468 -0.01 0.018 -0.076
Si 2.556 5.392 2.911 -0.016 0.009 -0.066
Si 5.336 7.977 2.624 -0.037 -0.031 0.013
Si 2.699 10.851 2.657 -0.034 0.014 -0.024
Si 5.443 13.628 2.733 -0.038 -0.013 -0.077
Si 8.15 16.43 2.646 -0.013 -0.035 -0.053
Si 10.827 2.729 2.72 -0.035 0.068 -0.01
Si 8.167 5.578 2.57 -0.038 0.022 -0.025
Si 10.88 8.364 2.627 0.004 0.037 -0.017
Si 8.123 10.707 2.733 -0.183 -0.221 0.37
Si 11.027 13.617 2.887 0.008 -0.024 0.015
Si 15.095 14.983 4.152 0.014 0.012 -0.019
Si 1.439 1.314 3.989 -0.014 -0.027 0.012
Si 14.864 4.003 4.055 0.012 -0.019 0.021
Si 1.199 6.815 4.156 -0.087 -0.005 0.054
Si 14.86 9.607 4.196 -0.018 -0.004 -0.003
Si 1.376 12.156 4.144 0.087 0.04 -0.024
Si 4.19 14.915 4.258 -0.006 -0.014 -0.025
Si 6.831 1.432 4.057 -0.034 -0.02 0.011
Si 4.117 3.979 3.966 0.05 -0.034 -0.016
Si 6.755 6.752 4.052 0.083 0.046 0.057
Si 4.098 9.491 3.981 0.002 0.002 -0.037
Si 6.803 12.194 4.002 0.018 0.015 0.049
Si 9.492 14.991 4.006 -0.025 0.02 0.018
Si 12.217 1.376 4.097 0 -0.002 -0.009
Si 9.492 4.179 3.996 0.018 -0.021 -0.013
Si 12.152 6.844 3.986 -0.026 0.001 -0.013
Si 9.588 9.579 4.163 -0.011 -0.018 0.019
Si 12.338 12.326 4.285 -0.002 -0.03 0.025
Si 0.108 16.346 5.467 0.019 -0.014 0.019
Si 2.761 2.678 5.382 -0.037 0 0.017
Si -0.086 5.371 5.454 -0.006 -0.014 -0.008
Si 2.688 8.182 5.397 -0.03 0 -0.054
Si -0.004 10.872 5.53 -0.015 0.001 -0.001
Si 2.74 13.547 5.493 -0.054 0.019 -0.013
Si 5.529 16.363 5.486 0.005 0.02 -0.017
Si 8.17 2.799 5.404 0.022 -0.01 0.016
Si 5.431 5.362 5.396 -0.012 0.021 -0.031
Si 8.136 8.166 5.402 -0.046 -0.022 -0.027
Si 5.435 10.85 5.385 -0.007 -0.02 0.013
Si 8.148 13.596 5.372 0.018 -0.002 -0.012
Si 10.858 16.311 5.422 0.029 0 -0.004
Si 13.54 2.72 5.485 0.035 0.011 0.007
Si 10.825 5.509 5.403 -0.004 -0.008 0.008
Si 13.508 8.159 5.436 0.033 -0.016 0.018
Si 10.921 10.928 5.534 0.001 0.012 -0.01
Si 13.717 13.67 5.557 -0.035 0.043 0.014
Si 14.993 1.377 12.216 0.002 0 -0.015
Si 1.352 4.065 12.221 -0.014 0.002 0.001
Si 14.95 6.809 12.215 -0.004 0.014 -0.004
Si 1.386 9.529 12.246 -0.007 -0.005 0.001
Si 14.959 12.228 12.259 0.006 -0.015 -0.001
Si 1.368 14.953 12.275 0.009 0.002 0.004
Si 4.078 1.326 12.23 0.008 -0.017 -0.001
Si 6.791 4.078 12.239 -0.003 0.001 0.004
Si 4.085 6.81 12.244 -0.011 0.008 0.003
Si 6.813 9.534 12.252 0.006 -0.008 -0.003
Si 4.101 12.245 12.255 -0.005 0.011 -0.002
Si 6.792 14.931 12.258 0.006 -0.008 -0.006
Si 9.494 1.351 12.223 0 0.019 -0.003
Si 12.257 4.101 12.204 0.015 -0.015 -0.01
Si 9.535 6.841 12.249 -0.002 -0.029 0.005
Si 12.225 9.536 12.258 -0.001 0.022 -0.002
Si 9.496 12.23 12.258 0.001 0.021 -0.014
Si 12.229 14.954 12.234 -0.013 0.019 0.002
Si 13.629 16.322 13.53 0.008 -0.017 -0.008
Si 0.018 2.713 13.618 -0.002 -0.008 0.007
Si 13.61 5.448 13.584 -0.004 -0.003 0.01
Si -0.015 8.179 13.562 0.007 0.007 -0.02
Si 13.574 10.894 13.629 -0.004 -0.005 -0.011
Si 0.005 13.574 13.627 -0.048 -0.019 0.004
Si 2.741 16.3 13.644 -0.004 -0.006 0.007
Si 5.44 2.675 13.58 0.005 0.009 -0.009
Si 2.708 5.432 13.562 0.007 0.013 -0.005
Si 5.45 8.187 13.602 -0.01 0 -0.015
Si 2.751 10.896 13.614 0.01 -0.008 -0.01
Si 5.441 13.585 13.654 0.011 0.011 -0.003
Si 8.152 16.289 13.6 0.008 0.013 -0.011
Si 10.87 2.742 13.515 0 -0.004 -0.021
Si 8.167 5.467 13.568 0.002 0.005 -0.004
Si 10.88 8.204 13.658 0.01 0.021 0.019
Si 8.152 10.877 13.655 -0.004 -0.01 0.002
Si 10.851 13.598 13.599 0.011 -0.004 -0.008
Si 14.914 14.941 14.931 -0.013 0.025 -0.007
Si 1.373 1.339 14.996 -0.01 0.03 0.022
Si 14.977 4.101 14.953 0.007 -0.006 0.006
Si 1.343 6.813 14.891 0.01 0.012 -0.019
Si 14.965 9.532 14.95 0.003 -0.018 0
Si 1.4 12.237 14.999 0.003 0.015 0.004
Si 4.084 14.932 15.044 -0.004 -0.011 0.003
Si 6.782 1.304 14.962 -0.004 -0.003 -0.005
Si 4.064 4.046 14.89 -0.017 0.002 0.004
Si 6.835 6.839 14.936 0.018 -0.013 -0.015
Si 4.125 9.564 14.981 0.026 0.007 0.007
Si 6.781 12.219 15.031 -0.022 -0.006 0.034
Si 9.499 14.936 14.977 -0.021 -0.016 0.028
Si 12.249 1.38 14.811 -0.015 0.035 -0.01
Si 9.538 4.097 14.892 -0.005 -0.02 -0.014
Si 12.266 6.803 14.963 0.017 0.003 0.004
Si 9.525 9.571 15.066 -0.011 0.012 0.026
Si 12.193 12.258 14.986 0.01 -0.006 -0.014
Si -0.024 16.246 16.283 0.024 -0.024 0.006
Si 2.749 2.732 16.338 0.009 -0.028 -0.019
Si 0.051 5.463 16.304 0.002 -0.015 0.002
Si 2.71 8.178 16.208 0.015 0 -0.007
Si 0.007 10.883 16.314 -0.051 -0.055 0.022
Si 2.728 13.575 16.441 0.007 0.021 0.018
Si 5.447 16.289 16.414 0.058 0.033 -0.004
Si 8.205 2.687 16.205 0.007 0.024 -0.054
Si 5.467 5.404 16.167 -0.003 -0.003 -0.005
Si 8.142 8.186 16.391 -0.026 -0.015 -0.02
Si 5.436 10.89 16.466 -0.009 -0.033 -0.003
Si 8.13 13.58 16.381 -0.015 0.002 -0.024
Si 10.951 16.34 16.177 -0.008 -0.024 -0.027
Si 13.523 2.744 16.206 0.034 0.016 0.023
Si 10.848 5.471 16.286 -0.002 -0.001 0.009
Si 13.68 8.12 16.325 0.024 0.027 0.009
Si 10.878 10.967 16.457 -0.02 0.007 -0.011
Si 13.506 13.654 16.331 -0.047 0.015 -0.054
Si 14.853 1.32 17.476 -0.042 -0.026 -0.017
Si 1.409 4.131 17.685 0.03 0.041 -0.047
Si 15.065 6.778 17.746 -0.038 0.06 -0.019
Si 1.371 9.466 17.636 -0.003 0.045 0.02
Si 14.951 12.332 17.583 0.01 0.003 0.08
Si 1.297 14.932 17.753 -0.034 -0.021 0.004
Si 4.102 1.391 17.734 -0.034 -0.001 -0.031
Si 6.835 4.043 17.492 0.004 0.012 -0.021
Si 4.09 6.769 17.44 0.037 -0.039 0.051
Si 6.827 9.536 17.835 0.048 0.006 -0.015
Si 4.052 12.216 17.895 0.002 0.037 0.019
Si 6.811 14.919 17.806 -0.008 -0.079 0.013
Si 9.607 1.331 17.51 0.027 0.043 0.019
Si 12.197 4.108 17.614 0.04 -0.017 -0.044
Si 9.499 6.79 17.715 0.017 0.022 -0.019
Si 12.301 9.483 17.636 -0.006 0.023 0.003
Si 9.5 12.375 17.881 0.058 -0.013 0.04
Si 12.136 15.035 17.719 0.002 -0.051 0.066
Si 13.529 16.412 18.999 0.013 0.036 0.055
Si -0.206 2.787 18.719 -0.054 0.044 0.011
Si 13.587 5.438 18.974 -0.007 -0.011 0.085
Si 0.242 8.015 19.135 0.028 -0.065 0.008
Si 13.811 10.777 18.869 0.201 -0.37 -0.397
Si -0.113 13.583 19.154 0.002 0.09 0.021
Si 2.525 16.517 19.001 -0.025 -0.003 0.073
Si 5.657 2.664 18.972 0.055 -0.15 -0.016
Si 2.936 5.438 18.975 0.035 -0.164 -0.056
Si 5.336 8.054 18.925 -0.009 0.055 -0.036
Si 2.581 10.791 19.156 -0.024 -0.043 0.009
Si 5.501 13.52 19.29 0.278 -0.241 -0.321
Si 8.536 16.107 18.906 -0.016 -0.065 0.105
Si 10.843 2.73 18.953 -0.113 0.056 0.017
Si 8.105 5.344 18.967 0.061 0.012 0.055
Si 10.918 8.168 19.001 0.01 0.02 0.06
Si 8.226 10.905 19.248 -0.015 -0.035 0.057
Si 10.376 14.267 19.14 0.018 -0.012 -0.036
Si -1.184 15.383 20.357 -0.136 -0.317 -0.628
Si 0.9 1.451 20.183 0.24 0.127 -0.589
Si -0.073 6.012 26.484 -0.104 0.006 -0.008
Si 2.057 7.048 20.456 0.038 0.034 0.005
Si -0.807 9.816 20.152 -0.001 0.04 -0.045
Si 0.704 11.691 20.371 0.089 0.032 -0.052
Si 3.536 15.526 20.787 -0.222 0.122 -0.455
Si 7.514 1.671 20.105 0.153 0.209 -0.483
Si 4.756 4.466 20.188 -0.049 0.097 -0.016
Si 6.321 6.301 20.151 -0.056 0.055 0.013
Si 3.588 8.949 20.247 0.047 -0.001 0.072
Si 6.781 12.089 20.706 0.33 0.485 -0.212
Si 10.95 13.914 21.459 -0.174 0.178 -0.663
Si 12.365 1.63 20.354 -0.399 -0.365 -0.048
Si 9.034 3.567 20.206 -0.124 -0.193 -0.496
Si 12.148 6.674 20.295 0.061 0.085 -0.662
Si 9.82 9.624 20.464 -0.112 -0.031 -0.73
Si 12.305 11.349 21.431 0.05 -0.163 0.03
Si 11.113 12.817 31.211 0.629 -0.142 -0.068
Si 11.304 5.881 26.638 -0.035 -0.131 -0.038
Si 2.119 17.486 29.258 -0.04 0.025 -0.08
Si 9.972 3.403 26.579 0.003 0.073 0.002
Si 9.26 9.606 25.424 -0.099 0.09 -0.027
Si 4.208 4.263 22.459 0.138 0.526 -0.032
Si 14.132 15.908 25.905 0.032 -0.021 -0.134
Si 14.396 14.426 28.373 0.226 0.529 0.432
Si 5.519 10.404 28.886 0.011 0.039 0.011
Si 2.167 5.551 22.395 -0.006 0.062 0.038
Si 13.084 12.192 30.223 -0.511 0.276 0.119
Si 7.021 3.461 25.745 -0.246 0.508 0.475
Si 5.561 15.553 27.383 -0.114 0.117 -0.021
Si 7.959 13.512 22.3 -0.419 -0.38 -0.428
Si 4.522 10.895 24.644 -0.131 0.116 -0.054
Si 8.72 7.771 22.87 -0.406 -0.207 -0.188
Si 4.86 9.752 21.992 -0.318 -0.262 -0.512
Si 10.359 5.143 22.312 -0.034 -0.048 -0.011
Si 0.313 11.932 22.703 0.055 0.019 -0.669
Si 8.787 11.661 29.709 -0.019 -0.129 0.01
Si 14.478 8.405 27.206 0.029 -0.033 0.018
Si 4.1 7.017 30.348 0.045 -0.154 0.02
Si 0.605 17.133 26.83 0.12 -0.019 0.059
Si 6.607 7.125 22.33 0.242 -0.344 -0.066
Si 11.259 4.308 29.061 -0.061 -0.023 0.045
Si 6.672 12.917 27.901 -0.036 -0.051 0
Si 4.018 17.428 22.985 -0.027 0.13 -0.043
Si 4.332 11.785 33.105 0.02 0.049 0.019
Si 7.323 12.051 24.96 0.045 -0.091 0.102
Si 6.787 10.677 31.691 -0.023 -0.056 -0.118
Si 2.199 12.78 24.841 -0.001 -0.009 0.081
Si 8.048 16.617 22.512 -0.009 -0.037 0.091
Si 2.148 5.841 24.732 0.542 0.269 -0.217
Si 0.562 3.481 25.207 0.009 0.046 0.08
Si 13.307 2.26 0.01 0.207 0.172 0.687
Si 12.751 4.713 24.288 -0.04 0.116 -0.11
Si 4.9 1.864 28.954 -0.081 0.088 -0.107
Si 1.251 6.912 29.103 -0.058 0.115 -0.081
Si 14.632 3.778 20.207 -0.026 0.155 -0.672
Si 0.784 12.756 27.599 -0.165 -0.007 0.01
Si 6.389 16.945 24.871 -0.054 0.115 0.051
Si 0.584 3.767 22.216 0.52 0.365 0.005
Si 8.17 9.119 28.286 0 0.043 0.017
Si 14.745 9.734 22.347 0.12 0.016 -0.559
Si 1.976 15.406 23.35 0.096 -0.033 -0.084
Si 13.893 2.981 29.898 0.071 -0.086 0.015
Si -1.007 14.729 23.247 0.042 0.034 0.021
Si 3.628 9.187 26.973 -0.012 0.097 -0.07
Si 2.965 9.155 32.122 -0.14 -0.03 0.1
Si 11.191 16.907 22.18 0.343 0.354 -0.464
Si 6.875 6.613 29.445 -0.009 -0.09 0.042
Si 13.399 7.314 23.073 0.015 -0.203 0.062
Si 12.278 1.928 24.892 -0.052 0.088 0.054
Si 4.057 6.271 26.055 -0.398 -0.215 -0.398
Si 14.98 1.366 6.789 -0.003 -0.014 -0.014
Si 1.371 4.044 6.753 0.011 0.009 -0.019
Si 14.902 6.79 6.785 -0.015 0.006 -0.018
Si 1.373 9.503 6.837 0.006 0.023 0.01
Si 15.001 12.253 6.895 0.019 0.017 0.013
Si 1.4 14.944 6.838 0.006 0.007 0.002
Si 4.097 1.354 6.804 -0.02 -0.021 -0.005
Si 6.791 4.077 6.811 0.012 -0.015 0.001
Si 4.062 6.777 6.728 -0.004 -0.021 -0.019
Si 6.79 9.517 6.77 0.021 0.023 0.017
Si 4.101 12.188 6.811 0.016 0.007 0.016
Si 6.851 14.957 6.803 -0.013 0.005 0.009
Si 9.516 1.393 6.766 -0.011 0.005 -0.013
Si 12.191 4.13 6.786 -0.022 0.031 -0.009
Si 9.471 6.817 6.799 0.029 0.021 -0.015
Si 12.221 9.513 6.86 0.002 -0.033 -0.007
Si 9.506 12.285 6.801 0.015 0.002 0.022
Si 12.247 14.999 6.822 0.024 -0.013 0.012
Si 13.615 16.345 8.175 -0.004 0.007 -0.004
Si 0.019 2.715 8.149 0.001 -0.004 0.004
Si 13.562 5.455 8.164 0.004 0.015 0.006
Si -0.018 8.133 8.151 -0.003 -0.035 -0.002
Si 13.606 10.874 8.196 0.011 -0.026 0
Si 0.036 13.616 8.224 -0.006 0.005 0.015
Si 2.757 16.309 8.172 0.015 -0.002 0.011
Si 5.436 2.719 8.167 -0.008 -0.015 0.005
Si 2.712 5.431 8.12 -0.02 -0.022 0.003
Si 5.426 8.14 8.119 0.015 0.015 -0.009
Si 2.733 10.864 8.193 -0.001 0.005 0.005
Si 5.458 13.589 8.141 -0.01 0.005 -0.001
Si 8.188 16.333 8.155 0.002 -0.016 0.004
Si 10.863 2.745 8.151 0.019 0.012 -0.004
Si 8.14 5.445 8.167 -0.01 0.027 0.001
Si 10.836 8.163 8.176 -0.016 0.014 0.006
Si 8.145 10.893 8.135 -0.012 -0.008 0.009
Si 10.884 13.618 8.169 0.008 0.007 -0.006
Si 14.961 14.97 9.547 -0.002 -0.014 0.001
Si 1.376 1.348 9.51 -0.004 -0.026 -0.014
Si 14.962 4.089 9.487 0.005 0.014 -0.008
Si 1.358 6.783 9.504 -0.006 0.01 0.007
Si 14.971 9.51 9.535 -0.001 0.013 -0.001
Si 1.387 12.238 9.559 -0.001 0.024 0.011
Si 4.103 14.939 9.521 -0.019 0.018 0
Si 6.795 1.347 9.515 -0.017 -0.001 -0.001
Si 4.072 4.086 9.511 0.016 0.006 0.006
Si 6.786 6.809 9.518 0.01 -0.024 0.01
Si 4.098 9.499 9.524 -0.022 -0.003 0.008
Si 6.801 12.239 9.515 0.012 -0.004 -0.01
Si 9.527 14.971 9.531 0.025 0.029 0.018
Si 12.24 1.388 9.513 0.032 0.006 0.008
Si 9.506 4.092 9.528 -0.005 -0.008 0.008
Si 12.216 6.819 9.523 -0.013 -0.008 -0.008
Si 9.495 9.541 9.518 0.019 -0.015 -0.002
Si 12.23 12.239 9.533 -0.011 0.004 0.008
Si 0.029 16.318 10.889 -0.004 0.028 0.005
Si 2.724 2.707 10.873 -0.014 0.005 -0.002
Si -0.008 5.434 10.866 -0.004 -0.017 0.005
Si 2.721 8.151 10.872 0.008 0.001 0.003
Si 0.009 10.875 10.896 0.01 -0.008 -0.004
Si 2.741 13.605 10.908 0.001 -0.012 0.001
Si 5.451 16.294 10.883 0.005 -0.014 -0.007
Si 8.142 2.719 10.872 0.004 -0.01 -0.011
Si 5.431 5.444 10.879 -0.014 0.004 0.003
Si 8.153 8.175 10.88 -0.011 0.033 -0.006
Si 5.452 10.88 10.885 0.01 0.004 -0.009
Si 8.157 13.594 10.882 -0.014 0.001 -0.002
Si 10.885 16.332 10.876 -0.002 -0.012 0.004
Si 13.619 2.735 10.861 -0.003 0.005 -0.003
Si 10.873 5.464 10.881 0.031 0.018 0.007
Si 13.579 8.174 10.884 -0.004 -0.017 -0.006
Si 10.86 10.885 10.891 -0.006 -0.012 -0.004
Si 13.599 13.592 10.891 0.008 0.008 0.002
O 5.095 17.838 30.522 0.172 -0.508 0.168
O 11.583 4.642 33.098 0.697 0.085 -0.268
O 12.623 11.737 34.115 0.338 -0.025 -0.282
O 1.67 15.913 26.695 -0.076 -0.215 -0.612
O 9.278 5.752 32.606 -0.406 -0.25 -0.13
O 6.283 15.621 33.284 -0.07 -0.345 -0.193
O 1.88 5.913 33.72 0.087 -0.183 -0.209
O -0.582 9.559 33.216 -0.175 -0.074 -0.024
O 3.447 10.657 32.38 -0.131 0.114 -0.277
O 6.572 9.718 0.159 -0.364 0.071 0.122
O 0.279 11.622 31.96 0.603 0.309 -0.214
O 8.079 17.318 33.859 -0.456 0.167 -0.397
O 9.908 2.98 34.122 0.032 0.083 -0.532
O 4.111 9.781 28.405 -0.511 -0.229 0.444
O 10.55 12.105 32.567 -0.614 0.037 -0.215
O 11.199 14.406 31.523 0.224 0.26 -0.388
O 2.029 3.355 0.552 -0.135 -0.383 0.06
O 1.927 14.249 34.42 -0.265 -0.239 -0.09
O 11.222 17.038 31.756 -0.325 0.257 -0.199
O 4.536 5.941 31.497 -0.217 -0.177 0.501
O 8.352 14.597 34.429 0.373 -0.168 -0.052
O 8.899 11.508 1.492 -0.349 -0.002 -0.396
O 12.964 11.64 19.987 -0.003 0.314 -0.179
O 4.64 14.415 20.386 -0.061 0.029 0.12
O 12.04 12.832 21.997 0.47 0.126 0.591
O 4.211 16.84 21.485 0.187 0.434 -0.177
O 13.163 2.599 31.295 -0.119 0.563 0.264
O 0.824 17.743 28.317 -0.304 0.46 0.223
O 7.718 13.16 23.864 -0.121 0.394 0.12
O 11.151 5.566 20.965 -0.204 -0.45 -0.232
O 1.057 8.515 28.856 0.241 0.086 0.188
O 10.901 10.586 21.217 0.008 0.008 0.386
O 8.508 2.929 26.134 -0.014 -0.466 0.199
O 9.547 13.348 22.041 0.008 -0.498 -0.084
O 8.851 8.959 26.846 0.244 -0.327 0.045
O 5.867 11.614 32.628 0.09 0.17 0.357
O 7.474 9.45 32.519 -0.056 -0.01 0.044
O 11.454 15.305 22.123 0.558 -0.282 0.001
O 14.099 12.01 31.466 -0.234 -0.353 0.197
O 1.911 17.809 30.817 -0.354 -0.542 0.333
O 5.296 6.387 24.992 0.13 0.444 0.082
O 2.08 9.598 26.739 -0.217 -0.03 -0.236
O 5.25 18.014 33.129 0.053 0.268 0.451
O 10.049 4.976 26.153 -0.545 0.199 -0.229
O -0.476 10.592 23.172 -0.082 -0.321 0.459
O 14.392 15.139 24.505 -0.45 0.02 -0.043
O 5.498 11.99 28.531 -0.373 0.187 0.093
O 4.021 2.711 22.996 -0.135 -0.014 0.029
O 11.512 6.814 31.657 0.06 -0.076 -0.328
O 6.063 11.251 24.368 -0.021 -0.258 -0.622
O 1.262 3.997 30.883 0.367 0.16 -0.225
O 5.18 16.731 23.845 -0.157 -0.295 -0.215
O 6.37 14.46 28.241 0.389 0.014 0.402
O -0.628 14.028 31.364 -0.051 -0.189 -0.573
O 13.294 8.933 26.243 0.229 0.529 -0.061
O 1.758 14.827 31.839 0.202 -0.203 -0.286
O 4.515 9.751 25.766 0.362 -0.253 -0.051
O 3.822 7.596 26.948 0.117 -0.182 0.243
O -0.054 16.534 20.666 -0.01 -0.056 0.104
O 1.685 12.002 23.532 0.388 -0.393 -0.193
O 2.501 14.88 21.888 -0.379 -0.612 -0.097
O 3.98 10.347 23.223 -0.293 -0.146 0.057
O 2.755 6.562 29.581 0.047 -0.215 -0.032
O 1.219 2.433 21.479 0.486 -0.262 0.405
O -1.35 13.052 33.66 0.167 0.189 0.182
O 13.477 13.386 29.204 -0.424 -0.072 -0.352
O 6.183 2.1 25.482 -0.539 0.139 0.069
O 8.068 12.479 28.54 0.355 0.301 -0.171
O 13.244 3.177 24.458 0.775 -0.128 -0.296
O -0.843 16.501 26.577 0.032 -0.068 0.327
O 13.515 2.742 20.842 -0.142 -0.184 0.243
O 9.04 10.134 29.212 0.536 -0.131 -0.059
O 10.238 3.369 28.192 -0.433 -0.343 0.349
O 13.593 14.85 27.011 -0.38 -0.029 -0.014
O 9.173 8.742 21.66 0.047 -0.104 0.042
O 13.525 7.421 33.322 0.433 -0.514 -0.084
O 0.778 6.618 25.235 0.01 0.491 -0.526
O 6.972 4.404 24.401 0.381 -0.07 -0.153
O 12.72 3.616 29.005 0.055 -0.27 -0.345
O 0.786 2.013 25.79 0.048 -0.108 -0.134
O 13.718 5.771 23.499 0.526 -0.257 -0.288
O 8.81 8.573 24.268 -0.329 0.008 0.099
O 9.637 6.435 22.939 -0.056 -0.129 0.601
O 9.566 17.033 22.131 -0.077 0.212 -0.349
O 12.919 8.891 31.211 -0.256 0.193 -0.049
O 12.897 7.419 21.539 0.009 0.493 -0.126
O 5.833 10.932 21.413 -0.206 -0.135 0.052
O 3.822 8.464 30.972 0.355 0.251 0.044
O 5.694 8.484 22.575 -0.058 0.045 0.231
O 3.322 2.079 28.658 -0.231 0.401 -0.305
O 6.702 9.739 28.003 -0.165 -0.019 -0.694
O 5.518 16.955 28.149 0.488 0.178 -0.004
O 13.995 8.389 28.756 -0.018 -0.29 0.147
O -0.727 4.31 21.415 -0.107 0.207 0.103
O 7.097 1.303 21.665 -0.571 0.383 0.28
O 4.529 5.11 27.109 -0.627 -0.282 0.271
O 0.753 11.262 28.269 0.094 0.053 0.361
O -0.395 5.199 32.465 -0.643 0.469 0.093
O 7.062 6.039 30.96 0.504 0.183 0.23
O 3.197 8.237 33.428 0.261 0.235 -0.041
O 0.375 15.56 23.387 -0.079 0.341 0.167
O 3.709 13.226 32.747 0.276 -0.031 -0.619
O 1.071 12.617 26.001 -0.133 -0.226 -0.354
O -0.583 9.404 27.021 -0.085 0.54 -0.37
O -0.565 13.601 27.935 0.12 -0.091 0.009
O 12.247 7.912 24.036 -0.243 0.071 -0.288
O 10.881 9.779 25.354 0.351 0.499 0.135
O 11.455 5.697 28.236 0.279 0.398 0.277
O 2.433 14.332 24.467 0.327 0.106 0.291
O 5.369 7.214 29.362 -0.071 0.225 -0.451
O 4.072 14.983 27.124 0.056 -0.579 -0.553
O -1.275 4.085 30.17 -0.113 0.129 -0.299
O 2.623 16.864 23.6 -0.395 0.39 0.172
O 5.646 3.23 28.589 0.169 -0.027 0.233
O 10.692 4.598 30.554 -0.447 -0.097 0.122
O 11.682 17.532 23.58 0.152 -0.08 0.007
O -0.242 16.116 32.975 0.188 -0.034 0.094
O -0.646 13.158 23.181 -0.419 -0.24 0.137
O 0.193 6.333 30.188 -0.267 0.361 0.288
O 13.112 17.134 25.7 -0.165 -0.012 0.463
O 6.949 5.451 28.325 0.652 -0.155 -0.19
O 12.56 5.321 25.777 0.542 -0.058 0.31
O 6.33 15.8 25.992 0.365 -0.379 -0.149
O 13.283 10.49 22.394 -0.145 -0.111 0.332
O 3.634 12.128 25.205 0.007 0.44 0.449
O 9.344 3.987 21.797 -0.087 -0.4 0.388
O 8.562 11.047 25.224 0.088 0.057 -0.175
O 7.799 16.827 24.091 0.376 0.16 0.233
O -0.949 9.644 30.601 0.255 -0.197 -0.323
O 11.368 4.591 23.439 -0.086 -0.438 0.132
O 0.942 6.087 27.745 0.361 -0.396 -0.021
O 0.029 3.348 23.687 -0.422 -0.231 -0.003
O 14.554 15.06 21.854 -0.648 -0.121 0.033
O 1.434 9.224 31.634 -0.105 -0.17 -0.446
O 6.824 12.763 26.308 -0.045 0.389 -0.048
O 13.204 10.769 29.439 -0.373 -0.253 -0.453
O -0.123 16.252 30.364 0.387 0.057 -0.01
O 10.113 12.489 29.994 -0.026 0.1 -0.613
O 6.068 3.696 31.545 0.578 -0.074 -0.281
O -1.393 6.898 26.776 -0.565 -0.398 -0.172
O 11.126 7.437 26.35 -0.649 0.247 0.062
O 2.615 15.948 29.134 0.038 -0.397 0.483
O 3.694 15.826 33.153 -0.238 0.028 -0.214
O 13.658 16.344 31.111 0.027 -0.316 0.13
O 7.934 11.625 31.079 -0.06 0.204 0.411
O -0.408 4.451 26.117 -0.611 -0.204 0.203
O -1.865 1.604 29.226 0.22 0.044 -0.528
O 11.087 2.497 25.832 -0.146 -0.315 -0.094
O 3.556 3.233 31.877 -0.041 0.49 -0.047
O 8.983 15.608 32.213 -0.205 -0.249 -0.476
O 7.648 15.099 22.088 -0.364 0.292 -0.079
O 2.039 13.629 28.137 0.516 -0.09 0.505
O 1.996 4.235 25.136 0.672 -0.294 -0.047
O 14.678 8.298 23.126 0.592 -0.171 0.431
O 7.999 7.718 29.083 0.452 -0.145 0.314
O 5.884 10.148 30.445 -0.101 -0.506 0.294

Results
total energy: -106903.741 eV
total energy less fixed offsets of O -438.35, Si -107.03 eV per atom: 9.659 eV
